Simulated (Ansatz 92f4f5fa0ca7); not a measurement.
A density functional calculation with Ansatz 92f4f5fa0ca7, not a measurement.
Periodic cell of 240 atoms, Si148O92, from a study of silicon, its oxide and their interface. The atomic structure is a simulated model.
Doubt: the cutoff is far below the 930 eV that the study's wrapper takes by default for these files, so forces and energies are approximate.
This geometry differs little from another in the collection (a relaxation step or a small displacement).

Settings
functional: PBE
potential files: Ansatz PAW
basis: plane waves
wave-function cutoff: 580 eV
density cutoff ratio: 5
exchange-correlation grid ratio: 1
k mesh: 1 x 1 x 1, Gamma-centred
self-consistency stop: 5e-08 eV per atom in the density residual
occupations: fixed
spin: none
net charge: 0

Cell vectors (angstrom)
a, 11.6015, 0, 0
b, 0, 10.938, 0
c, 0, 0, 33.1863

Atoms and the computed forces on them: element, x, y, z (angstrom), force x, y, z (eV/angstrom)
Si, 0.1216, 0.0305, 24.2489, 0.0082, 0.0073, 0.0013
Si, 4.219, 0.179, 24.2472, 0.0013, -0.0006, 0.0103
Si, 7.8052, -0.0521, 24.7674, -0.0081, -0.0058, 0.0135
Si, 2.1178, 1.3931, 24.1317, -0.0024, -0.0063, 0.006
Si, 6.1029, 1.5634, 24.6026, 0.0066, 0.0057, 0.0138
Si, 9.7239, 1.3039, 24.5326, -0.0014, 0.0066, 0.0036
Si, 0.1921, 5.3844, 24.737, 0.0132, 0.0001, 0.006
Si, 3.8239, 5.6697, 24.5088, -0.0026, 0.0029, 0.0048
Si, 7.8448, 5.5672, 24.4521, -0.0021, 0.0043, 0.0002
Si, 1.8704, 7.0106, 24.6503, -0.0094, 0.004, 0.013
Si, 5.8698, 6.8884, 24.3544, 0.0083, -0.0051, 0.002
Si, 9.8743, 6.764, 24.5618, 0.0013, 0.0077, 0.002
Si, 2.0782, 2.6535, 26.2917, -0.0011, 0.0086, -0.0145
Si, 5.873, 2.9147, 26.4814, 0.0097, 0.0025, -0.018
Si, 9.7235, 2.6824, 26.4764, 0.0161, 0.0023, -0.0035
Si, 0.105, 3.9487, 26.5353, -0.0123, -0.0073, -0.016
Si, 3.8971, 4.2185, 26.4239, 0.003, -0.005, -0.0026
Si, 7.8538, 4.1864, 26.4244, -0.0165, -0.0085, -0.0114
Si, 2.025, 8.4232, 26.4717, -0.0014, 0.0013, -0.0197
Si, 5.8288, 8.201, 26.3775, 0.0004, 0.0092, -0.0078
Si, 9.8035, 8.1881, 26.4643, -0.0087, 0.0051, -0.0042
Si, 0.0556, 9.7031, 26.3516, 0.004, -0.011, -0.0112
Si, 3.9965, 9.7371, 26.297, -0.0066, -0.0023, -0.006
Si, 7.8173, 9.4607, 26.5782, 0.0018, 0.0007, -0.0158
Si, 0.0507, 0.0393, 28.3431, -0.006, 0.0096, 0.0051
Si, 3.9401, 0.0222, 28.3327, 0.0041, 0.0094, -0.0021
Si, 7.7605, 0.0097, 28.3971, -0.0003, 0.0028, -0.0009
Si, 2.0105, 1.3769, 28.3089, 0.0007, -0.0098, 0.0044
Si, 5.8476, 1.411, 28.3392, -0.0016, -0.0064, 0.0023
Si, 9.6955, 1.3478, 28.3978, 0.0004, -0.0094, 0
Si, 0.0888, 5.4587, 28.3654, 0.002, 0.0047, 0.0019
Si, 3.888, 5.5044, 28.3855, -0.0025, 0.0092, 0.0014
Si, 7.7989, 5.516, 28.3655, 0.0021, 0.0062, 0.0074
Si, 1.9842, 6.8968, 28.3313, 0.0016, -0.0062, 0.0011
Si, 5.8279, 6.8452, 28.3335, 0.0015, -0.0079, -0.0006
Si, 9.763, 6.8259, 28.3803, 0.0013, -0.008, -0.0006
Si, 1.9336, 2.7345, 30.2871, 0.057, -0.0168, -0.2386
Si, 5.8008, 2.7345, 30.2871, 0.0687, 0.1293, 0.0332
Si, 9.6679, 2.7345, 30.2871, -0.0127, 0.0919, 0.1164
Si, 0, 4.1018, 30.2871, 0.1681, 0.0077, 0.1419
Si, 3.8672, 4.1018, 30.2871, -0.0516, 0.031, 0.0914
Si, 7.7343, 4.1018, 30.2871, 0.0241, 0.0673, -0.0318
Si, 1.9336, 8.2035, 30.2871, -0.0219, 0.138, 0.0669
Si, 5.8008, 8.2035, 30.2871, 0.023, 0.0329, -0.0789
Si, 9.6679, 8.2035, 30.2871, 0.1412, 0.0387, 0.0618
Si, 0, 9.5708, 30.2871, 0.0785, 0.0505, -0.1441
Si, 3.8672, 9.5708, 30.2871, 0.1125, 0.0484, -0.2066
Si, 7.7343, 9.5708, 30.2871, -0.0724, -0.0229, 0.2483
Si, 0, 0, 32.2207, 0.0061, 0.1054, -0.0378
Si, 3.8672, 0, 32.2207, -0.0121, 0.047, -0.0452
Si, 7.7343, 0, 32.2207, 0.0113, -0.0447, 0.0126
Si, 1.9336, 1.3673, 32.2207, 0.0174, -0.045, -0.0631
Si, 5.8008, 1.3673, 32.2207, -0.0211, -0.09, 0.0261
Si, 9.6679, 1.3673, 32.2207, 0.002, 0.0198, 0.0381
Si, 0, 5.469, 32.2207, -0.0249, -0.0101, 0.001
Si, 3.8672, 5.469, 32.2207, 0.0088, 0.0275, 0.0227
Si, 7.7343, 5.469, 32.2207, 0.0055, 0.093, 0.0031
Si, 1.9336, 6.8362, 32.2207, 0.0013, -0.1162, 0.0256
Si, 5.8008, 6.8362, 32.2207, -0.0005, -0.0924, 0.0018
Si, 9.6679, 6.8362, 32.2207, -0.0078, 0.039, 0.0116
Si, 1.9336, 2.7345, 0.9679, -0.0951, 0.0629, -0.341
Si, 5.8008, 2.7345, 0.9679, -0.034, -0.0285, 0.1864
Si, 9.6679, 2.7345, 0.9679, -0.0281, -0.0706, -0.0394
Si, 0, 4.1018, 0.9679, 0.0252, -0.053, -0.0816
Si, 3.8672, 4.1018, 0.9679, -0.0609, -0.0292, 0.0569
Si, 7.7343, 4.1018, 0.9679, -0.0964, -0.0808, 0.1902
Si, 1.9336, 8.2035, 0.9679, 0.0386, -0.028, 0.3857
Si, 5.8008, 8.2035, 0.9679, -0.0874, -0.0069, 0.0621
Si, 9.6679, 8.2035, 0.9679, -0.0795, -0.082, -0.1387
Si, 0, 9.5708, 0.9679, -0.1133, -0.0843, 0.1148
Si, 3.8672, 9.5708, 0.9679, 0.0182, -0.0726, -0.2367
Si, 7.7343, 9.5708, 0.9679, -0.0333, -0.0391, -0.0974
Si, -0.0632, -0.0303, 2.9305, -0.0041, 0.0064, 0.0053
Si, 3.8073, 0.007, 2.863, -0.0065, 0.0102, -0.0006
Si, 7.6747, -0.0113, 2.8846, -0.0094, 0.0116, -0.0049
Si, 1.8677, 1.3217, 2.8254, 0.0075, -0.0079, -0.0017
Si, 5.7573, 1.3595, 2.9318, 0.0005, -0.0057, 0.0003
Si, 9.5998, 1.3597, 2.8961, 0.0034, -0.0085, -0.0052
Si, -0.0301, 5.4789, 2.8747, -0.0048, 0.0111, -0.0046
Si, 3.8175, 5.4358, 2.9266, 0.0026, 0.0061, 0.0002
Si, 7.6504, 5.4449, 2.9353, -0.0075, 0.0106, -0.009
Si, 1.8919, 6.8362, 2.9661, -0.0068, -0.0057, -0.0075
Si, 5.736, 6.815, 2.9017, 0.0033, -0.0157, 0.0017
Si, 9.6076, 6.7756, 2.8485, 0.0084, -0.0053, -0.0088
Si, 1.8468, 2.6665, 4.7213, -0.0131, 0, 0.007
Si, 5.7613, 2.6281, 4.9556, -0.0026, 0.0031, 0.0074
Si, 9.552, 2.8448, 4.7397, 0.0025, 0.0105, 0.0125
Si, -0.0508, 4.0744, 4.7533, 0.0136, -0.005, 0.0127
Si, 3.8251, 3.9915, 4.8252, 0.0183, -0.0015, 0.0143
Si, 7.586, 4.1727, 4.9616, 0.0059, -0.0042, 0.0218
Si, 1.8334, 8.0966, 5.0187, -0.0072, 0.0051, 0.0175
Si, 5.6611, 8.2057, 4.8142, -0.026, 0.0157, 0.0033
Si, 9.5878, 8.141, 4.735, -0.0151, 0.0072, 0.0139
Si, -0.094, 9.5109, 4.8769, 0.0068, -0.0065, 0.0083
Si, 3.7277, 9.5138, 4.7229, 0.019, -0.0144, 0.008
Si, 7.6601, 9.4993, 4.7599, 0.0274, -0.0062, 0.0211
Si, -0.2569, 0.0107, 6.779, -0.0071, -0.0079, -0.0034
Si, 3.6828, -0.1196, 6.6503, -0.0087, 0.0007, -0.0036
Si, 7.8146, -0.0871, 6.6721, 0.003, -0.0048, -0.0134
Si, 1.7684, 1.2355, 6.5944, 0.004, 0.0092, -0.0129
Si, 5.7698, 1.0628, 6.8474, 0.0102, -0.0002, -0.0121
Si, 9.5387, 1.5238, 6.6351, -0.0174, -0.0077, -0.0001
Si, -0.1791, 5.3107, 6.7534, -0.0052, -0.0018, -0.0243
Si, 3.7732, 5.2525, 6.8262, 0.0025, 0.007, -0.003
Si, 7.4485, 5.7435, 6.8668, 0.0262, -0.0163, -0.0124
Si, 1.8255, 6.5338, 6.9947, 0.0058, 0.0145, -0.0125
Si, 5.4812, 7.0265, 6.872, -0.0155, -0.0092, -0.0012
Si, 9.5708, 6.773, 6.661, -0.0103, 0.0155, -0.0083
O, 7.1503, 5.1382, 8.3996, -0.0033, -0.0021, 0.0098
O, 5.3762, 8.0927, 8.1947, -0.0073, 0.0145, 0.0008
O, 8.2551, 9.9044, 7.9894, 0.0221, -0.01, 0.006
O, 3.3345, 9.757, 7.9134, 0.0116, -0.0043, 0.0091
O, 9.4, 2.4907, 7.9984, 0.0127, 0.0136, -0.0008
O, 3.7932, 4.117, 8.0832, -0.0104, -0.0182, 0.0068
O, 1.7496, 2.3485, 7.8144, 0.0172, 0.0221, 0.0184
O, 9.8438, 7.7252, 7.9917, 0.0058, 0.0032, 0.0013
O, 10.9633, 10.1227, 8.2059, -0.0112, -0.0044, 0.0058
O, 11.3163, 4.3115, 8.0842, -0.0161, -0.0245, 0.0189
O, 5.9291, 1.7077, 8.3929, -0.0057, 0.0048, 0.0079
O, 1.9795, 6.9698, 8.6035, 0.0022, 0.0021, 0.0262
O, 7.4754, 9.9406, 23.4272, -0.0028, -0.0053, -0.0038
O, 2.0592, 2.4199, 22.792, -0.005, 0.0114, -0.0036
O, 5.9349, 7.818, 22.9602, 0.0013, 0.0099, -0.006
O, 4.7774, 10.1943, 22.9452, 0.0096, -0.011, -0.0081
O, 0.0067, 9.9735, 22.8996, -0.0017, -0.0159, -0.0051
O, 0.6528, 4.566, 23.3416, -0.0028, -0.002, -0.0006
O, 9.3582, 2.3903, 23.3172, -0.012, 0.0115, -0.007
O, 3.4575, 4.5778, 23.3015, -0.0067, -0.0026, -0.0002
O, 6.6239, 2.3552, 23.2025, 0.0122, 0.0096, -0.0114
O, 7.9255, 4.6599, 23.0586, -0.001, -0.0153, -0.0057
O, 1.3855, 7.7432, 23.2035, -0.0156, 0.0084, -0.0135
O, 10.2244, 7.7331, 23.2488, 0.0116, 0.0035, -0.0057
Si, 10.1818, 8.4795, 17.0321, -0.0002, -0.0002, -0.0022
Si, 4.3759, 9.1331, 9.0162, 0.0001, -0.0129, -0.0046
Si, 8.009, 3.0798, 22.6831, 0.0038, -0.0027, 0.012
Si, 11.1742, 0.3395, 13.3935, -0.0014, -0.001, 0.0018
Si, 5.1816, 12.9994, 16.76, 0.0012, -0.0004, -0.0063
Si, 4.7798, 11.1487, 14.3508, 0.0026, 0.0003, -0.0022
Si, 8.9554, 1.8843, 20.1384, -0.0009, 0.0022, -0.002
Si, 0.3391, 8.4789, 14.5586, 0.0012, -0.0004, -0.0035
Si, 10.3525, 7.8802, 19.8309, 0.0032, 0.0041, 0.0007
Si, 9.1598, -0.0808, 15.5232, -0.0016, -0.0001, -0.0054
Si, 8.8634, 7.8771, 11.2067, -0.0001, -0.0003, 0.0039
Si, 8.4195, 3.8048, 13.6573, 0.0001, -0.002, -0.0027
Si, 1.5554, 3.9731, 15.2221, 0.0002, -0.0027, -0.0041
Si, 3.7124, 6.5217, 17.7039, -0.0031, -0.0005, -0.0027
Si, 6.5752, 6.1242, 14.4141, 0.0001, 0, -0.0008
Si, 3.2042, 8.7164, 15.6501, 0.0012, -0.0011, -0.0016
Si, 5.0928, 1.168, 9.6994, -0.0047, -0.0022, 0.0036
Si, 0.1538, 6.7894, 12.0509, 0.0032, 0.004, 0.0043
Si, 1.9517, 4.4893, 11.3359, 0.0044, 0.004, 0.0007
Si, 2.4005, -3.7775, 10.1773, 0.0083, 0.0081, -0.0123
Si, -0.1371, 2.8096, 18.6638, 0.0004, -0.0007, -0.0022
Si, -0.0117, 8.3567, 22.5847, 0.0006, 0.0035, 0.0085
Si, 2.3675, -9.0433, 13.266, 0.0022, -0.0024, 0.0017
Si, 19.6185, -0.9634, 20.2266, -0.0063, -0.003, -0.0032
Si, 2.0287, 4.726, 19.5463, 0.0013, 0.0055, 0.0084
Si, 9.6308, 9.2267, 8.5862, -0.0057, 0.0079, -0.008
Si, 10.2661, 3.9626, 16.1094, 0.0018, -0.0024, -0.0016
Si, 10.2314, 3.4999, 8.9844, 0.0018, 0.0062, -0.0021
Si, 6.2499, 5.1315, 17.4052, -0.0024, -0.001, -0.0049
Si, 3.6979, 5.9647, 14.7254, 0.0016, -0.001, -0.0023
Si, 6.1832, 9.3963, 22.5851, -0.0109, -0.0014, 0.0002
Si, 7.1906, 9.1663, 13.6207, 0.0054, -0.0011, -0.0018
Si, 2.4536, 2.7123, 17.8024, 0.0009, 0.0002, -0.0047
Si, -1.7945, 13.1615, 11.4848, 0.0068, 0.0038, 0.0085
Si, 2.7903, 3.0447, 8.8393, 0.0041, -0.0102, -0.0138
Si, 6.9927, 2.7209, 11.4672, -0.0026, -0.0006, 0.0102
Si, 2.0467, 4.066, 22.6365, 0.0093, -0.0109, -0.0014
Si, 7.5013, 0.7435, 17.8587, 0.002, -0.0021, -0.0012
Si, -2.5947, 6.09, 18.0199, 0.0001, 0.0031, -0.0035
Si, 19.4134, 5.2085, 9.8882, -0.0029, 0.0038, -0.0038
O, 6.6274, 9.5947, 21.0204, 0.006, 0.002, -0.0059
O, 3.5834, 8.2985, 10.1857, -0.0062, -0.0075, -0.0012
O, 10.5392, 2.2179, 19.8742, 0.0038, 0.0005, 0.0011
O, -1.3245, 0.7972, 12.1137, 0.0023, -0.0007, -0.0042
O, 6.6524, 7.7433, 14.2259, 0.0007, 0.0011, -0.0015
O, -0.0579, 4.1949, 15.0937, 0.0025, -0.0009, 0.0008
O, 2.4689, 3.2027, 12.2503, -0.0002, -0.004, 0.0002
O, 11.031, -2.4859, 18.4399, -0.0022, -0.0012, -0.002
O, 11.5016, 7.9791, 20.9917, -0.0059, -0.0034, -0.0076
O, 5.1906, 6.0681, 18.2816, 0.0008, -0.0011, 0.0029
O, 8.22, 1.9347, 18.6938, -0.0027, -0.0016, -0.0019
O, 7.6434, 5.2236, 18.2804, -0.0002, -0.0016, 0.0029
O, 15.0891, 8.0796, 17.165, 0.0008, 0.0009, 0.0013
O, 5.0932, -0.4881, 9.7217, 0.0007, 0.0089, -0.001
O, 8.9795, 3.54, 15.1743, 0.0006, 0.0008, 0.0021
O, 9.4498, 9.0093, 10.182, 0.0004, -0.0056, -0.0024
O, 7.9189, 6.7277, 10.493, 0.0033, 0.0011, -0.0045
O, 0.5445, 5.1838, 11.8571, -0.0025, -0.0012, -0.0044
O, 1.0358, 0.9737, 13.0529, 0.0002, -0.0002, -0.0016
O, 10.937, 7.8982, 15.7074, -0.0004, -0.0008, 0.0019
O, 5.7312, 1.779, 11.0736, 0.0067, 0.0055, -0.0012
O, 2.1059, 2.5276, 14.734, 0.0002, 0.0048, 0.0001
O, 16.9727, 12.4146, 15.2311, 0, -0.0018, 0.0001
O, 2.5433, 6.1172, 18.8014, 0.0031, 0.0011, -0.0015
O, 7.6683, -0.6795, 18.6478, -0.001, 0.0032, -0.0026
O, 4.0621, -0.8646, 15.3777, 0.0009, 0.0007, 0.0002
O, 9.3203, 4.6375, 9.715, 0.0043, -0.0007, -0.0081
O, 8.071, 11.7523, 16.3285, 0.0017, -0.0021, -0.0003
O, 1.0398, 7.6463, 10.9582, -0.0054, -0.0011, -0.0018
O, 3.5567, 7.5743, 14.523, 0.0006, -0.0015, 0.0002
O, 10.601, 2.8589, 17.2678, -0.0018, 0.0029, -0.0029
O, 1.8125, 3.8086, 9.8728, -0.0012, 0.0005, -0.0023
O, 2.9314, 5.809, 11.0052, 0, -0.0084, -0.0024
O, 13.9643, 5.1051, 14.3276, -0.0001, -0.0012, 0.0012
O, 15.1991, 1.8188, 9.5744, 0.0007, 0.0059, -0.0086
O, 8.2088, 2.9867, 21.0739, 0.0039, -0.0025, -0.0052
O, 3.603, 1.8499, 17.102, -0.0013, -0.0002, 0.003
O, 7.1762, 2.851, 13.11, 0.0018, 0.0001, -0.0007
O, 5.7327, -7.342, 17.0455, 0.0008, -0.001, 0.0016
O, 0.4874, 4.2731, 19.1349, -0.0023, -0.0029, -0.0006
O, 10.1539, 7.1034, 11.8859, 0.0053, -0.0027, -0.003
O, 10.2874, 11.7495, 14.7149, 0.0021, -0.0007, -0.0005
O, 8.8251, 7.5836, 17.319, 0.0028, 0.0003, 0.001
O, -0.2635, 9.6667, 13.5987, 0.0018, 0.0004, -0.0002
O, 1.6301, 9.0582, 15.3815, -0.0029, 0.0012, 0.0013
O, 1.8806, 3.8958, 16.809, 0.0011, 0.0004, 0.0014
O, 6.898, 4.2437, 10.8498, -0.0002, -0.0065, -0.0028
O, 3.0678, 3.5414, 19.0723, -0.0011, -0.0041, -0.0024
O, 9.9557, 5.3201, 16.9405, 0.0017, -0.0039, -0.0005
O, 3.7636, 5.6486, 16.3209, 0.0012, -0.0006, -0.0007
O, -5.643, 10.2841, 13.5556, 0.0003, -0.0001, -0.0012
O, 5.917, 1.0501, 17.7908, -0.0014, -0.0001, 0.0031
O, 5.0852, -5.3908, 13.9519, -0.0007, -0.0003, 0.0002
O, 9.9138, -0.8964, 16.7102, -0.0009, 0.0014, 0.0007
O, 7.8058, 16.2845, 13.6419, 0.0015, -0.0008, -0.0003
O, 8.7438, 0.3979, 20.8092, 0.0001, -0.0003, 0.001
O, 0.6177, -3.7046, 13.554, -0.0001, -0.0005, 0.0017
O, 8.3156, -8.9648, 10.8597, -0.0006, -0.0002, -0.0064
O, 9.0673, -2.1879, 20.3415, 0.0022, -0.0027, 0.001
O, 7.9029, 8.7497, 12.2081, -0.0051, 0.0034, 0.004
O, 10.8182, 2.6339, 10.2584, -0.0022, -0.0047, -0.0015
O, 3.6863, 0.9023, 13.3026, -0.0029, 0.0014, -0.0019
O, 12.7664, 1.8409, 18.3358, 0.0015, -0.0004, 0.0029
O, -1.9492, 3.447, 12.6076, -0.0024, 0.0006, 0.0002
O, 6.6741, 5.8506, 16.0077, -0.0002, 0.0006, -0.0015
O, 8.3707, -1.1119, 14.5375, -0.0018, -0.001, 0
O, 9.7795, 6.3709, 19.4584, -0.0015, -0.0012, 0.0021
O, 2.0671, 4.7454, 21.161, -0.0024, 0.0059, -0.0091

Results
free energy: -146401.687 eV
free energy less fixed offsets of O -568.88, Si -635.61 eV per atom: 5.553 eV

The program warned: the cutoff lies below the one the program advises for these potential files; the forces do not sum to zero within the program's tolerance; the exchange-correlation potential is rough where the density is thin.
